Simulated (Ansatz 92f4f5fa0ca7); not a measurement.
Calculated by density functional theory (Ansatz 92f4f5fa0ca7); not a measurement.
Periodic cell of 216 atoms, Si133O82H1, from a study of silicon, its oxide and their interface. The atomic structure is a simulated model.
Doubt: the cutoff is far below the 930 eV that the study's wrapper takes by default for these files, so forces and energies are approximate.

Settings
functional: PBE
potential files: Ansatz PAW
basis: plane waves
wave-function cutoff: 580 eV
density cutoff ratio: 5
exchange-correlation grid ratio: 1
k mesh: 1 x 1 x 1, Gamma-centred
self-consistency stop: 5e-08 eV per atom in the density residual
occupations: fixed
spin: none
net charge: +1 e, with a uniform compensating background and no finite-size correction

Cell vectors (angstrom)
a  10.938  0  0
b  0  10.938  0
c  0  0  31.7434

Atoms: element, x, y, z (angstrom)
Si  0.4626  -0.527  24.4141
Si  4.7086  0.4932  24.2018
Si  3.1753  2.4204  24.2241
Si  7.7204  3.2043  24.3245
Si  -0.7294  6.2168  24.4625
Si  5.9725  4.9667  24.5288
Si  2.0236  8.5439  24.3263
Si  8.6724  8.1363  24.3765
Si  1.3847  1.4097  25.4602
Si  6.6787  1.3621  25.4331
Si  4.142  4.0505  25.6985
Si  9.4676  4.21  25.5383
Si  1.2116  6.8433  25.7032
Si  6.8701  6.9545  25.4877
Si  3.9172  9.5726  25.4588
Si  9.6462  9.6621  25.8114
Si  2.6789  0.0313  26.9444
Si  8.1171  0.0856  26.9205
Si  -0.026  2.7767  26.8578
Si  5.4783  2.6773  27.0164
Si  2.7117  5.4706  26.9434
Si  8.1555  5.5547  26.9728
Si  -0.0188  8.2227  27.1086
Si  5.408  8.2563  26.8546
Si  4.1018  1.3673  28.3252
Si  9.5708  1.3673  28.3252
Si  1.3673  4.1018  28.3252
Si  6.8362  4.1018  28.3252
Si  4.1018  6.8362  28.3252
Si  9.5708  6.8362  28.3252
Si  1.3673  9.5708  28.3252
Si  6.8362  9.5708  28.3252
Si  0  0  29.6924
Si  5.469  0  29.6924
Si  2.7345  2.7345  29.6924
Si  8.2035  2.7345  29.6924
Si  0  5.469  29.6924
Si  5.469  5.469  29.6924
Si  2.7345  8.2035  29.6924
Si  8.2035  8.2035  29.6924
Si  1.3673  1.3673  31.0597
Si  6.8362  1.3673  31.0597
Si  4.1018  4.1018  31.0597
Si  9.5708  4.1018  31.0597
Si  1.3673  6.8362  31.0597
Si  6.8362  6.8362  31.0597
Si  4.1018  9.5708  31.0597
Si  9.5708  9.5708  31.0597
Si  2.7345  0  0.6835
Si  8.2035  0  0.6835
Si  0  2.7345  0.6835
Si  5.469  2.7345  0.6835
Si  2.7345  5.469  0.6835
Si  8.2035  5.469  0.6835
Si  0  8.2035  0.6835
Si  5.469  8.2035  0.6835
Si  4.1018  1.3673  2.0507
Si  9.5708  1.3673  2.0507
Si  1.3673  4.1018  2.0507
Si  6.8362  4.1018  2.0507
Si  4.1018  6.8362  2.0507
Si  9.5708  6.8362  2.0507
Si  1.3673  9.5708  2.0507
Si  6.8362  9.5708  2.0507
Si  0  0  3.418
Si  5.469  0  3.418
Si  2.7345  2.7345  3.418
Si  8.2035  2.7345  3.418
Si  0  5.469  3.418
Si  5.469  5.469  3.418
Si  2.7345  8.2035  3.418
Si  8.2035  8.2035  3.418
Si  1.3973  1.3405  4.7686
Si  6.8912  1.3071  4.7999
Si  4.1615  4.0905  4.6902
Si  9.6251  4.0597  4.8042
Si  1.3311  6.873  4.8907
Si  6.7794  6.8938  4.7126
Si  4.0735  9.5829  4.8947
Si  9.6534  9.4674  4.7869
Si  2.6087  -0.0375  6.305
Si  8.2793  -0.113  6.1029
Si  0.136  2.7448  6.1846
Si  5.4414  2.6305  6.1052
Si  2.8278  5.4435  6.0427
Si  8.1632  5.4677  6.0013
Si  -0.0648  8.1746  6.4595
Si  5.5503  8.2554  6.2325
Si  3.6827  1.7541  7.3967
Si  10.0197  0.938  7.2462
Si  2.0882  3.603  7.2971
Si  6.1988  4.6549  6.9114
Si  4.5501  6.4271  7.3053
Si  8.8874  7.154  7.4671
Si  0.7264  10.1537  7.7196
Si  7.4628  9.0571  7.4709
O  8.395  3.8623  9.1687
O  7.5966  9.3117  9.1174
O  8.5483  6.543  9.0179
O  0.8541  10.1752  9.4076
O  4.265  1.3917  8.9129
O  2.1345  4.264  8.8222
O  9.4237  1.42  8.6996
O  4.1712  6.7733  8.8638
O  8.6116  9.0074  22.9084
O  8.3064  2.8072  22.8104
O  5.118  5.2177  23.1432
O  8.1264  2.8566  20.1412
O  10.8589  10.5061  22.8444
O  -0.4164  6.3135  22.8337
O  1.8645  7.8791  22.7736
O  4.6294  -0.0441  22.6148
Si  9.1409  5.2158  9.7736
Si  0.4807  10.3511  11.0112
Si  4.5102  7.074  10.4269
Si  2.0134  10.021  16.387
Si  -4.5632  6.4765  15.1496
Si  1.9629  3.2099  18.5934
Si  14.3527  6.6049  14.4272
Si  5.4697  0.1377  21.2222
Si  3.9253  -0.055  14.0863
Si  5.4767  1.0291  9.9432
Si  8.3791  2.2603  9.5935
Si  0.4532  12.7036  16.4823
Si  0.9772  6.6702  22.0617
Si  4.7323  1.725  18.6919
Si  8.0136  1.8896  21.4874
Si  2.8724  8.7991  12.3708
Si  6.9208  3.881  19.6429
Si  6.2581  -4.6282  18.0728
Si  4.3684  2.4497  12.4984
Si  10.5654  2.2773  11.4919
Si  5.2099  5.4742  21.5607
Si  -1.6899  -3.9202  14.3032
Si  2.8064  8.7412  18.788
Si  -4.3739  3.5752  14.3082
Si  3.1289  4.9423  11.9491
Si  11.9691  4.5439  9.9663
Si  5.4849  -2.6774  20.3065
Si  10.4644  8.3963  16.6973
Si  2.581  4.0297  21.4763
Si  -1.6445  4.4185  12.869
Si  9.0363  10.9815  15.5102
Si  11.0211  8.4149  19.7297
Si  6.6861  9.2255  10.4844
Si  -1.3929  10.0425  21.9827
Si  -4.7913  0.8635  15.9623
Si  8.9561  9.6036  12.6322
Si  3.1398  5.9578  17.5223
O  0.5299  0.9442  11.6118
O  3.11  5.271  13.5351
O  8.973  2.0464  11.1039
O  6.2893  4.8572  15.253
O  3.9491  4.7011  20.8689
O  2.851  2.9158  22.6557
O  -9.7914  0.3464  16.8769
O  4.4237  5.6641  11.241
O  5.2183  1.6392  11.4007
O  2.5317  18.1315  18.3735
O  10.4744  3.2484  12.8141
O  5.2332  7.0989  21.4245
O  4.6134  0.6586  19.9327
O  3.3631  8.0559  11.0105
O  -4.4476  2.2937  15.2743
O  2.6592  -0.5507  14.9549
O  1.7678  3.3661  20.2219
O  8.975  5.0921  11.3902
O  5.3769  1.0161  17.375
O  11.4881  7.0722  20.5449
O  -1.0566  1.3988  15.905
O  6.6784  6.9976  16.6587
O  1.483  -1.4248  11.9568
O  6.4864  1.3485  21.5914
O  -3.7186  5.0285  18.4892
O  -1.9762  -0.2123  13.8556
O  -1.0442  9.8958  11.3233
O  9.9576  -1.6839  20.6227
O  10.7213  5.3986  9.3617
O  12.6592  5.3505  11.2016
O  -5.3926  10.3577  10.1654
O  5.9796  7.7545  10.5865
O  0.5996  2.6215  17.8894
O  2.2908  4.6458  17.9053
O  1.7888  5.2725  22.1427
O  1.0722  8.6903  16.2598
O  -4.7472  -1.3126  20.886
O  7.4849  9.4844  11.8916
O  3.22  3.3292  11.7582
O  15.9374  7.0387  14.4757
O  6.5465  4.7721  20.9662
O  -9.7057  13.5381  15.3181
O  -1.0519  16.5501  13.7828
O  -3.3195  -3.9925  14.2299
O  -1.3023  -1.2206  16.3015
O  10.3399  8.0335  18.2866
O  9.5802  8.2406  13.2825
O  3.6586  12.3987  13.5594
O  -2.9531  3.7299  13.5288
O  5.6828  2.9775  19.1057
O  4.028  -2.1533  19.8298
O  6.88  1.6697  9.3765
O  -3.3758  0.1314  16.168
O  6.3695  7.5522  19.1346
O  12.3697  9.3117  19.4639
O  2.9355  6.2936  15.9361
O  2.6138  7.7902  13.6307
O  8.9036  0.5263  21.4757
O  -7.7619  9.6569  17.481
O  4.0219  9.8782  12.8018
O  4.7168  5.7701  17.9239
O  5.3956  3.4898  13.1915
O  3.2312  2.2144  18.3156
O  11.3098  3.1093  10.32
O  5.2902  -0.0875  14.9525
O  -1.0795  7.178  15.8013
H  -10.2155  13.7313  14.5109

Results
free energy: -131202.819 eV
free energy less fixed offsets of H -15.97, O -568.88, Si -635.61 eV per atom: -2.559 eV

Forces (eV/angstrom), in the order of the atoms: element, x, y, z
Si  0.003  0.0133  0.0029
Si  -0.0127  0.006  -0.007
Si  0.0116  -0.0052  0.0163
Si  -0.0163  0.0109  -0.0033
Si  0.0462  0.0848  0.0348
Si  -0.005  0.0246  -0.0273
Si  -0.0137  -0.0017  -0.0034
Si  -0.0704  -0.0675  0.0095
Si  0.0133  0.0053  -0.0071
Si  -0.0018  -0.0135  0.0094
Si  0.0076  -0.0014  -0.0137
Si  -0.005  -0.0284  0.0126
Si  -0.0139  -0.0442  0.0025
Si  0.0167  0.0338  -0.0055
Si  0.0034  0.0055  0.0052
Si  0.0407  -0.0065  -0.0264
Si  -0.0023  -0.0049  -0.0013
Si  -0.0154  0.0013  -0.002
Si  -0.0048  -0.0071  -0.0103
Si  0.0011  0.0025  -0.0038
Si  0.0019  0.021  -0.0051
Si  -0.0167  0.0082  0
Si  -0.0033  -0.0109  0.0115
Si  0.0014  -0.0268  -0.0046
Si  -0.1634  -0.4512  0.3293
Si  -0.1635  0.4086  -0.5331
Si  -0.182  -0.1146  -0.3348
Si  0.0024  0.1352  0.0856
Si  0.0156  0.1798  -0.4839
Si  -0.3068  -0.1794  0.7957
Si  0.2414  0.4164  0.6612
Si  -0.322  0.1099  -0.5302
Si  0.0622  -0.0879  0.0021
Si  -0.1288  -0.0887  0.0486
Si  -0.0053  -0.0848  -0.0234
Si  0.1806  0.0781  0.0338
Si  -0.0927  -0.0431  0.0203
Si  -0.0066  -0.0725  -0.0304
Si  0.0674  0.0952  0.0477
Si  0.0396  -0.1389  0.0078
Si  -0.0269  0.08  0.0061
Si  -0.0298  0.0196  -0.0634
Si  -0.0176  0.0582  -0.003
Si  0.0089  0.0454  0.0032
Si  -0.0283  -0.0231  -0.0546
Si  -0.0397  0.0485  0.0071
Si  0.0936  0.0035  0.0186
Si  -0.0671  0.0571  -0.0037
Si  -0.0015  -0.099  -0.0247
Si  -0.0114  0.0317  0.0131
Si  -0.0217  -0.0432  0.027
Si  0.0281  -0.0609  0.0144
Si  -0.0236  0.0377  0.0101
Si  0.1081  -0.0678  -0.0154
Si  0.0324  -0.0473  0.0145
Si  -0.0565  -0.0127  0.04
Si  -0.0264  0.0892  -0.021
Si  -0.0519  -0.0693  0.0218
Si  0.0781  0.0903  0.0379
Si  0.0334  0.1807  -0.007
Si  -0.0277  -0.1342  -0.0067
Si  -0.1576  -0.0336  -0.0429
Si  0.0188  0.129  -0.0046
Si  0.0217  -0.004  0.0007
Si  0.1201  -0.2411  -0.0569
Si  -0.3108  -0.1116  0.4247
Si  0.098  -0.3879  -0.4175
Si  0.1953  -0.1332  0.2336
Si  0.0507  0.2762  0.4045
Si  0.1879  0.2336  -0.8782
Si  -0.1081  0.0569  0.6932
Si  0.3845  -0.0136  -0.3889
Si  0.0149  0.0004  -0.0034
Si  0.0033  -0.0083  0.0049
Si  0.0061  0.0098  0.0134
Si  0.0195  0.0025  0.0052
Si  -0.008  0.0037  0.0029
Si  0.0155  0.0139  -0.0055
Si  -0.0026  0.0188  -0.0056
Si  -0.0008  -0.0032  -0.0003
Si  -0.0155  -0.0086  0.0084
Si  -0.0049  0.0059  0.0091
Si  -0.0155  0.0099  -0.0134
Si  -0.0012  -0.0222  0.0111
Si  -0.0009  0.0083  0.0038
Si  -0.0327  -0.0244  0.0469
Si  -0.0025  -0.0009  0.0012
Si  0.0059  -0.0115  0.0107
Si  0.016  0.0135  -0.0061
Si  0.0195  -0.0219  -0.0206
Si  0.0043  0.0096  0.0295
Si  0.0262  0.0255  0.0001
Si  0.0064  -0.0408  -0.0215
Si  0.0047  -0.0317  -0.0055
Si  -0.004  0.0002  -0.0262
Si  0.0069  0.0086  -0.0133
O  0.0551  -0.0411  -0.0407
O  -0.0108  -0.0077  0.0198
O  -0.0302  0.0098  0.0127
O  -0.0085  0.0038  0.006
O  -0.0076  -0.0112  -0.0046
O  -0.0115  -0.019  -0.0229
O  -0.0138  -0.0217  0.0376
O  0.0008  0.003  0.0011
O  0.0267  0.036  -0.0253
O  0.0036  -0.0065  -0.0119
O  0.0165  -0.0191  -0.003
O  0.0031  -0.0035  0.0033
O  -0.009  -0.0104  0.0049
O  -0.0034  0.0019  -0.0302
O  -0.0018  -0.011  -0.0112
O  0.01  -0.0028  -0.0117
Si  0.043  0.0353  -0.1031
Si  0.0091  0.0007  0.0124
Si  0.0111  0.0121  0.0244
Si  0.0001  -0.005  0.0055
Si  0.0115  -0.0175  -0.0024
Si  0.0037  0.0088  0.0029
Si  0.01  -0.0068  -0.0052
Si  -0.0052  -0.0035  0.0089
Si  0.0095  -0.0008  -0.0026
Si  -0.0248  -0.0272  0.0014
Si  -0.0292  0.01  -0.0455
Si  -0.0078  0.0023  0.008
Si  0.0094  0.0064  0.0035
Si  0.0048  -0.0066  -0.0173
Si  0.0142  -0.0079  0.0008
Si  -0.0059  0.0093  0.0293
Si  0  0.0067  -0.0056
Si  0.0023  -0.0028  -0.0026
Si  -0.0003  0.0117  0.0374
Si  0.0236  0.0026  0.0004
Si  -0.003  -0.0004  0.0391
Si  -0.0006  0.0023  0.0156
Si  0.0054  0.0017  0.0008
Si  0.0086  0.0141  0.0185
Si  -0.018  -0.0077  0.0352
Si  0.0011  0.0057  0.0017
Si  0.0044  -0.0066  -0.0088
Si  -0.0023  -0.0096  0.0008
Si  0.0049  -0.0113  0.0014
Si  -0.0166  -0.0208  0.0611
Si  0.0063  0.0023  0.0103
Si  -0.0005  -0.0053  -0.0062
Si  0.0002  0.023  0.0145
Si  0.0069  -0.0083  0.0046
Si  0.0139  0.0251  -0.0021
Si  0.0078  -0.008  0.0252
Si  0.0085  0.0027  -0.0021
O  0.0009  0.0125  -0.0072
O  0.0087  0.0168  -0.0036
O  -0.003  -0.0216  0.0464
O  0.0158  -0.0116  -0.0334
O  0.0062  -0.0004  -0.003
O  -0.0043  0.0115  -0.0255
O  0.0057  0.0022  -0.0062
O  0.0007  -0.0003  -0.0171
O  0.0151  0.0053  -0.0046
O  0.0081  -0.006  0.003
O  0.0007  0.0171  -0.0113
O  0.0061  0.0011  -0.008
O  -0.0008  0.0102  -0.0133
O  0.0048  -0.0047  -0.0154
O  -0.0065  -0.0225  -0.006
O  0.0078  0.0001  -0.0124
O  -0.0014  -0.0017  -0.0122
O  -0.0313  -0.0015  0.0834
O  -0.003  0.006  0.0035
O  -0.0015  0.005  -0.0068
O  0.0081  -0.0036  -0.0085
O  0.0016  -0.0004  -0.005
O  0.0258  -0.0185  0.0003
O  0.0045  0.0005  0.0017
O  -0.0007  0.0029  0.0024
O  0.0036  0.0022  -0.01
O  -0.002  0.0022  -0.0082
O  0.0003  0.0062  0.0114
O  0.0152  -0.0105  -0.0025
O  0.0175  -0.0016  -0.009
O  0.0181  0.0219  -0.0161
O  -0.0093  -0.0131  -0.0169
O  0.0058  0.0025  0.0017
O  0.0014  -0.0055  0.0052
O  -0.0031  0.0015  0.0137
O  0.0025  0.0075  -0.0074
O  -0.0004  -0.002  0.0012
O  -0.0001  -0.0014  -0.0111
O  0.0133  0.0013  -0.015
O  0.0023  -0.0108  -0.009
O  0.0111  -0.0033  -0.0065
O  -0.0584  -0.0243  0.0029
O  0.0098  0.0079  -0.0072
O  -0.0108  -0.0078  0.0013
O  0.0021  -0.0005  -0.003
O  0.007  0.0013  0.0012
O  -0.0049  -0.0039  -0.0084
O  0.0138  -0.0201  -0.0068
O  -0.0136  0.0114  -0.0089
O  0.0017  -0.0077  -0.0025
O  -0.0021  -0.0031  0.0014
O  -0.0148  0.0311  0.0038
O  -0.0158  0.0151  -0.0075
O  -0.0048  -0.0023  0.0097
O  0.0103  0.002  0.0016
O  0.0024  -0.0014  0.01
O  0.0108  -0.0069  -0.0103
O  -0.0062  0.0122  0.0032
O  0.0009  0.0023  -0.0036
O  -0.0047  0.0115  0.0059
O  -0.0038  0.0012  0.0001
O  0.0192  -0.0079  -0.0007
O  0.0193  -0.009  0.0043
O  -0.0089  -0.0196  0.0047
O  -0.0029  0.0057  -0.0078
O  0.0052  0.0043  -0.0041
H  0.0558  0.0181  -0.009

The program warned: the cutoff lies below the one the program advises for these potential files; the exchange-correlation potential is rough where the density is thin.
